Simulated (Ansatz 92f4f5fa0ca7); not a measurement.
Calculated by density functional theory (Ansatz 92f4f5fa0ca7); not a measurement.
Periodic cell of 150 atoms, Si88O58N4, from a study of silicon, its oxide and their interface. The atomic structure is a simulated model.

Settings
functional: r2SCAN
potential files: Ansatz norm-conserving
basis: plane waves
wave-function cutoff: 1300 eV
density cutoff ratio: 4
exchange-correlation grid ratio: 1
k mesh: 2 x 2 x 1, shifted by 0.5 0.5 0.5 of a step
self-consistency stop: 5e-08 eV per atom in the density residual
occupations: Fermi-Dirac, 0.05 eV
spin: none
net charge: 0

Cell vectors (angstrom)
a, 10.88, 0, 0
b, 0, 10.88, 0
c, 0, 0, 21.4054

Atoms and the computed forces on them: element, x, y, z (angstrom), force x, y, z (eV/angstrom)
Si, 0.0961, -0.2334, -0.302, 1.7143, 2.8968, 1.4428
Si, 3.125, 2.934, 0.3674, -2.4408, -2.1346, -0.6938
Si, -0.6154, 6.1489, 1.2, 0.7889, 0.3096, -0.603
Si, 2.9404, 10.6324, 0.4836, -0.5481, 3.9872, 0.064
Si, 5.6282, -0.09, 0.4213, 0.3879, 1.0547, -1.0727
Si, 8.7393, 2.912, -0.2488, -2.0106, 2.5026, -1.4868
Si, 7.0007, 5.7375, -0.5171, -1.7431, -1.3365, -0.5331
Si, 8.4704, 7.5279, -0.6988, 0.4368, -2.401, -2.1518
Si, 1.1571, 1.7254, 1.3561, 2.8013, -2.4767, -2.4077
Si, 4.0331, 4.9298, 0.8766, 1.8988, -0.866, 0.5579
Si, 1.637, 6.9479, 0.9573, -0.519, -0.4604, 2.1933
Si, 3.2986, 8.621, 0.5991, 0.5109, -3.4585, 3.1492
Si, 6.8965, 1.777, 1.2787, 2.4326, -2.7076, -0.3945
Si, 9.3286, 4.0574, 1.7103, 2.8259, -1.7238, -1.3753
Si, 5.8402, 8.412, -0.1848, 1.1977, 0.7464, 2.6805
Si, 9.8039, 9.5384, 1.3895, -1.7681, 0.2639, -1.1424
Si, -0.0025, 2.702, 2.7307, -1.9453, 1.9795, 3.4204
Si, 2.7253, -0.0189, 2.7668, -0.9803, 0.442, -0.182
Si, 0.0212, 8.1597, 2.7532, 0.9971, -1.1563, -0.2388
Si, 2.7748, 5.4229, 2.7125, -0.7506, 0.7196, -0.1703
Si, 5.5269, 2.6863, 2.7116, -1.6656, 1.6793, 0.5926
Si, 8.202, -0.0172, 2.64, 0.1359, 1.1144, -0.2193
Si, 5.4729, 8.1422, 2.6401, -0.6704, 0.026, -1.4394
Si, 8.1238, 5.4796, 2.7296, -2.0551, 2, 0.8439
Si, 1.36, 4.08, 4.0763, -0.1325, 0.0146, -0.1275
Si, 4.08, 1.36, 4.0763, 0.4468, 0.0281, -0.4383
Si, 1.36, 9.52, 4.0763, 0.2323, 0.1643, 0.148
Si, 4.08, 6.8, 4.0763, 0.4378, 0.043, -0.5114
Si, 6.8, 4.08, 4.0763, -0.4028, 0.2298, 0.2778
Si, 9.52, 1.36, 4.0763, -0.0915, -0.3619, -0.0906
Si, 6.8, 9.52, 4.0763, -0.0587, 0.2148, -0.9041
Si, 9.52, 6.8, 4.0763, 0.0254, -0.0092, 0.1575
Si, 0, 0, 5.4351, -0.2087, 0.0152, -0.8786
Si, 2.72, 2.72, 5.4351, 0.1849, 0.3947, 0.094
Si, 0, 5.44, 5.4351, -0.572, -0.2957, 0.4409
Si, 2.72, 8.16, 5.4351, -0.4059, -0.0353, -0.3872
Si, 5.44, 0, 5.4351, 0.455, 0.0607, 0.35
Si, 8.16, 2.72, 5.4351, 0.5756, -0.2232, 0.0947
Si, 5.44, 5.44, 5.4351, -0.0037, -0.1689, 0.1369
Si, 8.16, 8.16, 5.4351, -0.7171, -0.7418, 0.4691
Si, 1.424, 1.3212, 6.757, -1.7898, 1.4311, -0.7556
Si, 4.0711, 4.092, 6.8148, 1.1466, -1.8646, -1.2369
Si, 1.2401, 6.8659, 6.7597, 1.5011, 0.4611, 1.2384
Si, 4.0715, 9.4896, 6.8087, 5.0322, -2.1776, -0.9411
Si, 6.8477, 1.3694, 6.8071, -0.7578, 0.1506, -0.1628
Si, 9.4736, 4.0996, 6.8523, -0.0236, -0.3509, 0.3276
Si, 6.7123, 6.8016, 6.8799, 0.5883, -0.1779, 0.5445
Si, 9.47, 9.5666, 6.7253, 1.3206, 1.1531, 0.9545
Si, -0.0197, 2.5331, 8.111, -0.3073, 2.1988, -1.0662
Si, -0.9342, 0.7264, 10.3482, 3.2621, -0.8302, 1.4896
Si, 0.4633, 8.7393, 8.1278, 0.8554, -1.0177, -1.5126
Si, 3.4615, 5.6881, 8.1309, -2.5537, 1.2345, 0.0077
Si, 2.3219, -0.568, 7.3319, -3.4894, -1.2166, 0.7387
Si, 9.673, -1.4192, 9.6297, -0.1824, 0.3445, -0.7117
Si, 6.7415, 8.9169, 8.8656, -0.7074, -0.212, 0.2964
Si, 7.7959, 4.549, 8.6408, -0.9512, 0.246, -1.3232
Si, 1.6324, 3.6911, 9.552, 0.114, -1.1091, -0.4014
Si, 1.6488, -0.7168, 9.8412, -0.2523, -0.1179, -0.8925
Si, 3.4121, 7.8801, 8.6932, 0.6429, 1.3771, -0.049
Si, 2.9419, 5.6444, 10.4407, -0.4483, 0.8523, -0.4646
Si, 5.6687, 2.8626, 8.1933, 1.3228, 0.5112, 0.2154
Si, 8.2225, 2.5014, 9.7965, -2.2626, 0.972, -3.0564
Si, 7.9395, 10.9865, 11.2472, -0.8272, -2.7243, 0.6904
Si, 8.6241, 7.6572, 10.9906, 0.2143, 1.0721, 0.683
Si, 0.6122, -1.2049, 14.3132, -1.1296, 4.338, -3.8367
Si, 11.1399, 1.6241, 12.9803, -1.9747, -3.2114, -2.3998
Si, 8.5877, 3.0848, 12.9043, -6.9878, 2.646, 1.7407
Si, 2.1482, 7.8194, 12.8294, 4.4888, -4.7284, -3.3065
Si, 1.4092, 3.911, 13.6227, 2.3285, -1.5552, -1.2056
Si, 14.437, 3.2388, 11.2154, 2.7311, 2.1363, 1.6047
Si, 6.2796, 10.1826, 15.826, 6.6491, 2.33, -3.3748
Si, 11.1552, 5.7897, 11.7036, -0.0098, -0.9636, 0.7412
Si, 4.7715, 4.9209, 14.9139, 4.0566, 0.0271, -5.5447
Si, 12.2654, 8.7212, 17.0677, 0.0197, -1.6973, -0.0307
Si, -0.8785, 5.2642, 19.3864, 3.2742, -3.4634, -2.6856
Si, 8.7167, -2.4701, 15.1474, -2.6084, 0.6465, -6.7145
Si, 13.1514, 6.0542, 15.5649, -0.3047, 0.245, -0.9172
Si, -4.827, 2.2202, 14.881, 7.0385, -2.1935, -1.3114
Si, 9.239, 7.4819, 17.7321, 0.4232, -1.0285, 5.2813
Si, 4.565, 6.8689, 19.6051, 1.8931, -2.8677, -4.1461
Si, 4.4023, 9.2312, 17.6168, -0.786, 0.5736, 1.4699
Si, 13.381, 2.8504, 18.9161, 3.0216, -1.699, -7.7348
Si, -2.8351, 1.238, 17.1341, -0.4464, 12.0202, 2.2853
Si, 5.3208, 1.1059, 19.0368, 6.6034, 3.0565, 1.3327
Si, 2.2743, 5.2768, 18.0663, -1.4967, -3.5104, 1.8329
Si, 4.5798, 6.8148, 12.2767, 9.0798, -9.5605, -2.7637
Si, 7.3759, 5.8957, 13.8171, 2.7058, 2.7836, -5.8764
Si, 10.4867, 2.1686, 18.7234, -0.4942, -0.7014, 0.3153
O, -0.8411, 0.7118, 20.1964, 0.6852, 1.2914, -2.5574
O, 1.752, -0.3744, -0.644, -1.9319, -0.0806, -1.2119
O, 7.3927, 4.1315, -0.5036, 0.8786, 0.5952, -0.0631
O, 3.8845, 1.1206, 0.2364, -0.9243, 0.1474, -0.0188
O, -0.7553, 6.5649, 20.5404, -1.2954, -2.1115, -1.1099
O, -2.0756, 8.6387, 0.3141, 0.3475, 1.5633, 1.3095
O, 3.9676, 7.4978, 20.9954, 1.1398, -0.0437, -1.7713
O, 1.9547, 14.2599, 20.1736, 1.2984, 0.8203, 8.6114
O, 6.1058, 0.7042, 20.4389, -0.6386, -1.037, -0.0626
O, 6.8989, 1.8839, 18.3639, -1.02, -2.3214, -0.27
O, 4.8448, 3.2673, 15.0164, -0.5103, 1.1639, 0.1971
N, 9.6555, 3.4539, 19.5199, -1.1422, 0.1746, 2.9936
O, 6.0057, 5.9027, 19.5021, -1.7007, 0.8735, 1.8801
O, 6.0501, 0.5057, 14.7246, -2.9738, 1.4675, 1.7769
O, 8.3781, 7.926, 19.1366, 1.0297, 0.4348, -1.0234
O, 2.4704, 2.4821, 10.3898, -2.6588, -1.2547, -3.6477
O, 4.3793, 6.4451, 10.5934, -0.0323, 0.7256, 3.188
O, 1.8686, 0.5938, 8.4414, 0.605, 0.1358, 2.2684
O, 12.3459, 2.2005, 13.6899, 2.2861, 4.1866, 2.4542
O, 1.7099, 9.2426, 13.0087, -4.3163, 3.7619, 2.4968
O, 9.0669, 10.7036, 7.8782, -0.7433, -1.6087, 0.1049
O, 3.8927, 8.0203, 12.6979, -4.8008, 6.3224, 1.3074
O, 8.2788, 2.884, 11.2922, 1.376, 1.9607, 5.1367
N, 12.5215, 6.8805, 11.2783, 0.6539, -0.5193, 3.4364
O, 10.8474, 0.2878, 13.6735, 1.0579, -7.7923, 3.7349
N, 9.7264, 1.9675, 9.2571, 1.7193, 0.2069, -0.3479
O, 8.8715, 9.3849, 11.6932, 0.3015, -1.3467, 0.0847
O, 7.4928, 9.9166, 9.9146, -1.2413, 0.717, -1.2302
O, 9.7377, 6.6122, 11.7652, 0.9918, -0.0688, -1.1441
O, 11.7759, 4.7049, 10.6156, -2.7986, -0.1911, -0.4865
N, 1.6796, -4.4259, 17.1088, 0.9286, 3.5583, -4.1454
O, 6.4597, -5.3191, 14.9959, -5.2579, -1.6316, 2.4831
O, -0.6748, 8.7848, 14.6755, 1.4558, 0.4901, 0.3208
O, 7.5648, -0.1052, 16.892, -4.0117, -8.2408, -1.257
O, 5.1056, 9.1984, 16.1136, -2.4028, 0.1958, 1.7121
O, 3.8074, 5.5714, 15.907, -0.2255, 1.743, 0.6522
O, 11.6389, 15.3031, 18.5254, -0.1452, 5.2604, 0.4852
O, 2.2836, 6.8322, 14.0768, -1.8481, 0.9522, 2.841
O, 8.4709, -3.6241, 13.9783, -2.1698, -1.9892, 2.022
O, 9.8012, 2.3088, 13.5121, -1.2714, 1.2793, -0.6461
O, 11.2695, 1.118, 11.4095, -1.9218, 1.2269, -0.5252
O, 12.466, 4.7416, 14.9934, 0.0823, -2.6727, -0.3237
O, 6.9484, 2.5845, 13.5332, 1.4282, 0.7949, -1.0939
O, 8.5046, 8.33, 16.6554, 0.2299, -2.396, 2.861
O, 8.4615, 4.7223, 13.483, -0.765, -1.7586, -1.2706
O, 7.3915, -8.6203, 15.9315, -0.2947, -0.216, 0.6259
O, 4.2104, 5.4805, 13.1858, 0.9879, -1.1941, 3.6325
O, 2.4657, 3.7801, 12.2987, -1.0037, 1.7726, 3.9989
O, 6.3167, 6.4311, 12.2871, 0.6841, 0.7588, 3.0628
O, 9.3274, 5.8246, 17.9915, -0.3478, 1.3417, 0.1769
O, 7.4626, 9.4175, 15.0003, -0.6442, -0.5676, -2.0368
O, 10.8019, 7.9191, 17.7627, 1.7788, 3.3858, -0.6028
O, 12.4945, -1.0442, 15.5416, -0.5691, -2.2821, 3.295
O, 10.9185, -6.3112, 13.1159, 0.8123, 2.7772, -3.6596
O, 14.1454, 5.8082, 19.2477, 1.4808, 2.0433, 0.0966
O, 1.1547, 2.0215, 18.2886, 1.7053, -1.3359, 0.7493
O, -1.1138, 1.664, 17.3239, -3.4487, -1.1797, 1.0725
O, 5.0304, -0.3261, 18.432, -1.8589, -1.8507, -2.2812
O, 2.686, -1.463, 17.8928, 0.9294, -1.5352, -1.1907
O, 4.3652, 13.1945, 19.4718, -4.0939, 0.1331, -2.5356
O, 5.0746, 7.8746, 18.1801, -2.6659, -1.0053, 2.6641
O, 3.0079, 3.8198, 17.4939, -1.5143, -0.165, 3.7438

Results
free energy: -38359.717 eV
free energy less fixed offsets of N -289.75, O -463.61, Si -117.95 eV per atom: 68.263 eV
pressure: -1.23 GPa
stress xx, yy, zz, yz, xz, xy (GPa, positive in tension): 3.23, 0.25, 0.21, -1.83, 0.11, 0.79

The program warned: the forces do not sum to zero within the program's tolerance.
